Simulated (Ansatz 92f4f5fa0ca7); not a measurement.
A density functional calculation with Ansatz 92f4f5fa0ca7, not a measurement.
Periodic cell of 215 atoms, Si132O82B1, from a study of silicon, its oxide and their interface. The atomic structure is a simulated model.
Doubt: the cutoff is far below the 930 eV that the study's wrapper takes by default for these files, so forces and energies are approximate.
This geometry differs little from another in the collection (a relaxation step or a small displacement).

Settings: functional PBE; potential files Ansatz PAW; basis plane waves; wave-function cutoff 580 eV; density cutoff ratio 5; exchange-correlation grid ratio 1; k mesh 1 x 1 x 1, Gamma-centred; self-consistency stop 5e-08 eV per atom in the density residual; occupations fixed; spin none; net charge -1 e, with a uniform compensating background and no finite-size correction.

Cell vectors (angstrom)
a  10.938  0  0
b  0  10.938  0
c  0  0  31.5432

Atoms and the computed forces on them: element, x, y, z (angstrom), force x, y, z (eV/angstrom)
Si  10.4348  0.5731  24.3593  -0.0015  0.0074  0.0126
Si  6.0415  10.497  24.1705  0.0083  0.0064  0.0138
Si  2.1303  3.2464  24.1011  0  0.0008  0.0133
Si  8.7046  2.2564  24.3284  -0.0016  -0.005  0.0136
Si  0.5008  5.0495  24.1853  0.003  0.0002  0.0122
Si  5.0515  5.8905  24.2113  -0.0027  0.0057  0.011
Si  3.3981  7.6483  24.1813  -0.0019  -0.0078  0.013
Si  7.8293  8.8248  24.0142  -0.0039  -0.0051  0.0118
Si  1.3426  1.4781  25.4749  0.0043  -0.0007  -0.0012
Si  6.919  1.2982  25.5175  -0.0053  0.0001  -0.003
Si  4.0263  4.0991  25.3453  -0.0026  -0.0036  -0.0006
Si  9.6688  4.0932  25.4473  0.0008  0.002  -0.0044
Si  1.498  6.8129  25.3879  -0.0013  0.0019  0
Si  6.8973  6.9417  25.2606  0.004  0.0011  -0.0019
Si  4.2331  9.5264  25.3748  -0.0018  -0.0005  0.0008
Si  9.5284  9.6401  25.4549  -0.003  -0.0044  0.0001
Si  2.7781  0.0067  26.6724  0.0002  0.0007  -0.0223
Si  8.2228  -0.0297  26.9656  -0.001  -0.0008  0.0698
Si  0.0202  2.7659  26.9438  -0.0013  -0.0025  0.0667
Si  5.4484  2.7329  26.6882  0.004  -0.0022  -0.0209
Si  2.76  5.4369  26.8601  -0.0007  0.0014  0.0446
Si  8.2258  5.5223  26.6552  0.0026  -0.0001  -0.0216
Si  0.0413  8.2105  26.674  0.0069  0.0032  -0.0215
Si  5.5606  8.1895  26.825  0.0004  0.0023  0.0333
Si  4.1098  1.3694  28.1011  -0.0039  0.0063  0.0072
Si  9.5936  1.3671  28.2721  -0.0002  -0.0014  -0.0855
Si  1.3963  4.1213  28.2706  -0.0058  -0.013  -0.082
Si  6.8333  4.1338  28.0462  -0.0028  -0.0033  0.0213
Si  4.1601  6.8159  28.1779  -0.0153  0.0011  -0.0371
Si  9.5979  6.8531  28.0768  -0.007  0.0028  0.0107
Si  1.3899  9.5891  28.0738  -0.008  0.0013  0.0193
Si  6.8528  9.5325  28.2771  0.0224  0.0184  -0.0807
Si  0.0446  -0.0254  29.5647  0.0059  -0.0034  0.0083
Si  5.4441  0.0099  29.52  -0.0011  -0.0008  0.0146
Si  2.7727  2.7134  29.5625  0.0034  -0.0023  0.0156
Si  8.1667  2.7697  29.4994  -0.0044  0.0031  0.0031
Si  -0.0149  5.5096  29.5216  0.0028  0.0013  0.0144
Si  5.508  5.4402  29.5422  0.0049  -0.0021  0.004
Si  2.7506  8.2176  29.4742  0.0081  -0.0072  -0.0066
Si  8.2633  8.1627  29.5684  0.0023  -0.0051  0.0139
Si  1.3991  1.3512  30.9345  0.0044  -0.0078  -0.0043
Si  6.8138  1.3786  30.8682  -0.0004  0.0099  0.0019
Si  4.1293  4.0865  30.9432  0.0027  -0.0045  -0.0022
Si  9.5503  4.1217  30.8583  -0.0083  0.0035  -0.0008
Si  1.3751  6.8649  30.8598  -0.006  0.0063  0.0019
Si  6.8652  6.8084  30.9255  0.0005  -0.0057  -0.0041
Si  4.089  9.5771  30.8794  -0.0087  0.0031  -0.0017
Si  9.6047  9.5495  30.9525  0.0063  -0.0037  -0.0002
Si  2.7496  -0.0311  0.7608  -0.0019  0.0052  -0.0017
Si  8.1527  -0.0023  0.7114  -0.0006  -0.0045  -0.0024
Si  -0.0299  2.7513  0.6844  0.0031  0.0004  0.0032
Si  5.4737  2.6798  0.7655  -0.0054  0.0002  -0.0009
Si  2.7211  5.5084  0.713  0.0077  -0.0014  -0.0025
Si  8.2208  5.4315  0.7488  0.0002  -0.0007  0.0071
Si  0.0639  8.1855  0.7674  0.0013  0.0035  0.0029
Si  5.4648  8.214  0.7041  0.0092  -0.0007  -0.0065
Si  4.1349  1.2811  2.1516  0.0086  -0.0004  -0.0163
Si  9.5252  1.3792  2.0401  -0.0107  0.0136  -0.0113
Si  1.3233  4.1343  2.057  -0.0097  0.0097  -0.0028
Si  6.8516  4.0489  2.1006  0.0087  -0.0063  -0.0134
Si  4.0569  6.9158  2.093  -0.0269  -0.0004  -0.022
Si  9.6075  6.8013  2.0887  0.0078  -0.0057  -0.005
Si  1.4343  9.5303  2.1624  -0.0118  -0.0124  -0.0295
Si  6.7712  9.5907  2.1285  -0.0007  0.0052  -0.0045
Si  -0.0413  -0.0071  3.3414  0.0261  0.004  0.0703
Si  5.3202  -0.171  3.6764  0.0547  0.0649  -0.0038
Si  2.6877  2.7098  3.3355  0.0164  0.0103  0.0817
Si  8.1742  2.6626  3.5188  0.0052  0.0125  0.0071
Si  0.0042  5.477  3.5399  -0.0011  0.0012  -0.0012
Si  5.4474  5.4853  3.318  -0.0044  -0.0252  0.0844
Si  2.8893  8.3361  3.6682  0.0763  0.0676  0.0805
Si  8.2125  8.1863  3.3727  -0.0109  -0.0155  0.0443
Si  1.3387  1.3145  4.6927  -0.0211  0.0057  -0.0305
Si  6.8031  1.2628  4.9216  -0.0141  -0.0093  -0.0195
Si  4.0587  4.1169  4.6356  -0.0068  -0.0002  -0.0625
Si  9.534  4.0577  4.8949  -0.0004  -0.0072  0.0238
Si  1.396  6.9032  4.9017  0.0102  -0.0056  -0.0041
Si  6.7852  6.8484  4.691  0.0115  -0.0017  -0.0273
B  4.1119  9.5693  4.896  -0.1156  -0.152  0.0486
Si  9.5685  9.5682  4.7375  -0.0021  0.0046  -0.0306
Si  2.7786  -0.1049  5.9742  0.0613  -0.0138  -0.0397
Si  8.2261  -0.1358  6.2669  -0.0019  -0.0018  0.0118
Si  -0.0072  2.6261  6.179  -0.0003  0.0101  -0.0085
Si  5.382  2.7771  6.0695  0.0065  -0.0145  -0.0014
Si  2.7508  5.4218  6.1398  -0.0015  0.0095  0.0094
Si  8.0785  5.4602  6.1492  0.0107  -0.0127  -0.0179
Si  -0.0071  8.3021  6.2277  0.0097  -0.0032  0.0051
Si  5.4056  8.2904  6.0124  -0.0495  0.0468  -0.0411
Si  3.4809  1.8604  7.1036  -0.0408  0.0362  -0.0093
Si  10.0565  0.8054  7.4426  0.0068  0.0084  -0.0181
Si  1.7947  3.6125  7.3155  0.0076  -0.0203  -0.0279
Si  6.1947  4.5713  7.3485  -0.0089  0.023  -0.0129
Si  4.64  6.3828  7.186  0.0051  -0.022  -0.0253
Si  9.1194  7.22  7.2869  -0.0092  0.0001  -0.0129
Si  0.9742  10.1632  7.4455  -0.0177  -0.0004  -0.0051
Si  7.3136  8.8856  7.4097  0.015  0.0005  -0.0143
O  4.5892  6.6583  8.8291  -0.0065  0.0071  0.0111
O  1.4236  3.9419  8.9178  -0.0018  0.0112  0.0234
O  9.6925  6.5647  8.7133  0.0054  0.001  0.0106
O  1.333  10.1149  9.106  0.0061  -0.0026  0.0061
O  6.0786  4.2645  9.0002  0.0041  -0.012  0.0198
O  3.6787  1.5776  8.7187  0.0267  -0.0183  0.0238
O  7.0863  8.952  9.0842  -0.0076  0.012  0.0185
O  9.6773  1.0742  9.0505  -0.0082  -0.0007  0.015
O  8.2463  2.5439  22.7627  -0.0021  0.0027  -0.0124
O  10.9949  5.5401  22.6564  -0.0022  0.0018  -0.0116
O  5.6171  0.0799  22.6537  -0.0037  0.0017  -0.0115
O  5.2839  5.3912  22.6402  0.0027  -0.0028  -0.01
O  2.1543  2.8088  22.4869  0.0014  -0.0045  -0.0144
O  3.3305  7.861  22.5242  -0.003  0.0041  -0.0127
O  8.3804  8.7389  22.4277  0.004  0.0001  -0.0112
O  -0.1594  11.2312  22.7687  0.0025  -0.0031  -0.0082
Si  2.1442  2.974  12.8618  0.0004  0.0009  -0.003
Si  8.6776  1.3022  10.3067  0.0018  0.0007  -0.0107
Si  1.0574  4.494  15.3362  0.0008  -0.0003  -0.0002
Si  7.5471  5.5696  12.1809  0.0001  0.0012  -0.0038
Si  2.4171  8.1782  21.223  0.0031  -0.0014  0.0075
Si  5.4208  7.7822  12.4283  -0.0012  0.0003  -0.0031
Si  9.2688  0.4569  15.4736  0.0007  0.0019  0.0003
Si  2.9183  -0.0495  16.6502  0.0007  0  0.0025
Si  10.4485  1.1661  12.5746  0.0018  -0.0001  -0.0001
Si  7.7648  2.8263  21.2519  0.0011  -0.0012  0.0092
Si  9.1395  8.7837  14.4273  0.0003  -0.0015  -0.0013
Si  1.4895  4.7754  10.3098  -0.0006  -0.0124  -0.0164
Si  4.4799  9.4803  19.1404  -0.0001  -0.0008  0.0054
Si  11.075  6.0924  21.1303  -0.0002  -0.0003  0.0082
Si  6.6193  10.4437  14.8234  0.0001  -0.0002  -0.0006
Si  5.3872  0.7254  21.1891  0.0007  -0.002  0.0082
Si  2.3495  9.8256  10.3527  -0.0014  -0.0002  -0.0017
Si  0.4299  10.6365  21.4  -0.0022  0.0006  0.0053
Si  5.8465  5.2516  21.1354  -0.0012  0.0007  0.0083
Si  3.6608  7.0916  10.0618  0.0059  -0.0064  -0.0039
Si  9.0369  5.6868  14.8303  0  -0.0004  -0.0009
Si  3.6564  4.084  19.0869  -0.0006  -0.0011  0.0063
Si  10.0282  3.6587  19.3256  -0.0005  0.001  0.0053
Si  4.2619  8.66  15.3278  -0.0012  0.0003  0.0015
Si  0.4518  1.9128  17.1546  0.0003  0.0006  0.0025
Si  6.7939  7.531  19.261  0.0011  0.0012  0.0044
Si  5.256  3.6187  16.7315  -0.0001  -0.0007  0.0011
Si  7.7821  5.0114  17.528  0.0005  0.0013  0.004
Si  6.6524  9.9141  10.3209  0.0014  -0.0049  -0.008
Si  4.366  1.0625  10.064  -0.0039  0.0075  -0.0211
Si  -0.0331  9.0926  11.8706  -0.0011  0.0019  -0.001
Si  9.1024  8.6296  20.9582  -0.0017  0.0004  0.0071
Si  4.5476  1.6643  14.564  -0.0014  0.0007  0.0002
Si  2.4474  2.0892  21.0569  -0.0017  0.0023  0.009
Si  6.329  3.3515  10.3207  0.0029  0.0064  -0.0119
Si  3.4292  5.9135  16.7161  0.0001  -0.0013  0.002
Si  9.88  6.5425  10.3133  0.0008  -0.005  -0.0084
O  0.1143  2.6188  18.5866  0.0006  -0.0012  -0.0026
O  2.9319  9.6279  15.5682  0.0009  -0.0013  -0.0013
O  10.8581  4.8048  20.1474  -0.0008  -0.0022  -0.0035
O  7.5691  2.4009  9.8823  -0.0007  -0.0009  0.0061
O  10.9414  5.354  10.7421  -0.0023  0.002  0.0035
O  6.5954  6.7272  12.8443  0.002  -0.0013  0.001
O  10.3263  8.064  10.7523  0.0027  0.0047  0.0039
O  7.6721  9.4587  13.9748  0.0003  -0.0002  0.0014
O  8.4359  6.2105  10.9855  -0.003  -0.0017  0.0056
O  5.348  10.486  20.0755  -0.0006  -0.0011  -0.0033
O  2.1676  3.7555  11.4208  0.0005  -0.0008  0.006
O  7.9783  8.5408  19.7694  -0.0015  -0.0009  -0.0031
O  6.206  6.73  20.5596  0.0008  0.0007  -0.003
O  5.5037  2.7121  15.3995  -0.0003  -0.0007  0.0001
O  1.3064  0.9294  20.7111  -0.0004  -0.0004  -0.0022
O  6.0616  9.0499  11.5946  -0.0004  0.0007  -0.0024
O  4.6176  4.9841  16.102  -0.0008  0.001  0.0003
O  6.5952  3.8987  17.6246  -0.0003  -0.0002  -0.0012
O  10.5036  10.6666  11.8082  0.0011  -0.0028  0.0028
O  5.579  0.4975  13.9788  0.0004  -0.0005  0.0012
O  8.0187  5.1083  15.9363  0.0004  0.0003  -0.0015
O  9.7434  9.8199  15.5494  -0.0003  -0.0006  -0.0003
O  -0.4046  5.1469  15.1275  0.001  -0.0001  0.0004
O  1.5725  6.8303  20.8149  -0.0002  0  -0.002
O  1.5049  0.6338  17.1715  -0.0003  0.0004  -0.0004
O  6.6002  1.7596  20.8244  -0.0002  -0.0001  -0.0021
O  0.9966  1.8012  12.8035  -0.0031  -0.0026  0.0009
O  3.2402  5.4942  18.3113  0.0003  0.0004  -0.0029
O  9.5022  2.0077  11.5509  -0.0009  -0.0008  0.001
O  1.0117  3.1008  16.1868  -0.0001  0.0009  -0.0006
O  8.5664  5.1254  13.38  -0.0014  0.0009  0.0002
O  10.2842  8.5689  13.2839  -0.0004  0.0017  0.0007
O  1.4461  9.3994  21.6824  0.0006  -0.0004  -0.0011
O  10.0769  9.9351  20.6238  0.0013  0.0008  -0.0026
O  3.1767  0.2298  10.865  0.0014  -0.0005  -0.0017
O  5.0611  2.3833  10.7732  -0.0005  -0.0079  -0.0061
O  1.7289  4.143  13.9094  -0.0009  -0.0001  0.0025
O  7.9191  10.8529  10.7878  -0.0037  0.0011  -0.0004
O  9.1295  4.4621  18.2333  -0.0013  0.0006  -0.0022
O  5.6416  9.4873  15.7462  0.0004  -0.0003  0.0001
O  5.5216  -0.0226  9.7287  -0.0072  0.008  0.0069
O  3.5799  2.3066  13.3879  -0.002  0.0006  -0.0004
O  1.9753  5.6415  16.037  -0.0009  -0.0009  -0.0012
O  9.7064  1.0708  14.0245  0.0012  -0.0001  -0.0013
O  4.4106  6.9261  11.4919  0.0003  0.0027  0.0051
O  4.7521  4.4962  20.2083  -0.0017  -0.0006  -0.0034
O  9.9546  1.3315  16.6401  -0.001  -0.0011  -0.0013
O  6.684  4.303  11.6142  0.0001  -0.0011  0.0017
O  5.5848  8.4031  18.5862  -0.0001  0  -0.0017
O  9.0709  2.7353  20.2758  0.0016  0.0006  -0.0036
O  3.6083  1.1267  15.7779  0.0008  0.0007  -0.0007
O  4.2163  3.0768  17.8985  0.0006  0.001  -0.002
O  9.9207  7.2173  20.9026  0.0001  0.0004  -0.0016
O  3.3659  8.6746  9.8228  0.0002  0.0048  0.0031
O  3.9354  7.4196  16.3482  0.0002  0.0007  -0.0009
O  7.6342  0.4748  15.684  0.0002  -0.0007  -0.0002
O  8.9274  7.3021  15.0253  0.0001  0.0015  -0.0002
O  3.9343  1.4443  21.1539  -0.0005  0.0005  -0.0026
O  1.5895  9.163  11.6657  -0.0026  0.0015  0
O  2.3493  6.1444  10.1225  0.0002  0.0057  0.0047
O  7.3448  6.4526  18.1615  0.0003  -0.0021  -0.0018
O  7.2091  4.3565  21.1273  -0.0005  0.0006  -0.0026
O  4.5512  8.2326  13.764  0.0006  -0.0001  -0.0011
O  3.3323  8.6553  19.9646  0.001  0.0014  -0.0034
O  2.4946  3.2381  19.8738  0.0011  0.0016  -0.0037
O  3.7386  10.3524  17.9671  -0.0013  0.0007  -0.0029

Results
free energy: -130699.915 eV
free energy less fixed offsets of B -154.04, O -568.88, Si -635.61 eV per atom: 2.805 eV

The program warned: the cutoff lies below the one the program advises for these potential files; the forces do not sum to zero within the program's tolerance; the exchange-correlation potential is rough where the density is thin.
